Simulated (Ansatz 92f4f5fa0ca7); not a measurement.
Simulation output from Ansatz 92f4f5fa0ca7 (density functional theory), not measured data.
Periodic cell of 177 atoms, Si99O78, from a study of silicon, its oxide and their interface. The atomic structure is a simulated model.

Settings: functional r2SCAN; potential files Ansatz norm-conserving; basis plane waves; wave-function cutoff 1300 eV; density cutoff ratio 4; exchange-correlation grid ratio 1; k mesh 2 x 2 x 1, shifted by 0.5 0.5 0.5 of a step; self-consistency stop 5e-08 eV per atom in the density residual; occupations Fermi-Dirac, 0.05 eV; spin none; net charge 0.

Cell vectors (angstrom)
a, 11.5403, 0, 0
b, 0, 11.5403, 0
c, -4.5387, 1.9386, 22.4816

Atoms and the computed forces on them: element, x, y, z (angstrom), force x, y, z (eV/angstrom)
Si, 7.3297, 1.7781, 0.3594, 0.657, 0.1584, -0.2452
Si, 7.7174, 4.9251, 0.472, 0.4407, -0.2848, -0.4968
Si, -2.6043, 9.8816, -0.6078, -0.1314, -0.0116, -0.4141
Si, 0.3424, 2.8254, 0.1822, -0.2312, 0.0283, -0.5956
Si, 1.9164, 4.9047, 2.3941, -0.1427, -0.1175, 0.2247
Si, 1.1194, 7.0264, 0.0085, -0.2704, -0.315, -0.5936
Si, 2.3163, 2.8357, -0.9059, 0.1154, -0.0025, -0.4084
Si, 5.5492, 6.0234, 1.1273, -0.2619, 0.6437, -0.0267
Si, 4.3274, 8.1412, 0.6007, 0.8714, 0.524, -0.227
Si, 0.6804, 1.3725, 2.0437, -0.1098, 0.0062, 0.2199
Si, 0.1029, 5.0011, 0.953, 0.0267, 0.405, -0.2702
Si, 2.1685, 8.4843, 1.7067, 0.2806, -0.2618, -0.0585
Si, 5.6109, 1.3181, 1.7783, -0.4102, -0.3249, 0.0024
Si, 3.9547, 4.3604, 1.3978, 0.013, 0.0461, -0.6287
Si, 6.3009, 9.1544, 2.3418, -0.6608, 0.2117, -0.5052
Si, 9.7858, 1.368, 2.3285, -0.3764, -0.065, -0.2689
Si, 9.5225, 5.1311, 2.0315, -0.0407, 0.0539, 0.1173
Si, 8.6554, 9.2479, 1.8033, 0.107, -0.3709, 0.4221
Si, 1.5213, 2.9966, 3.6184, 0.2352, -0.0837, 0.053
Si, 1.9236, 6.9514, 3.4561, -0.1615, 0.0866, 0.2548
Si, 1.64, 10.7564, 2.8692, -0.0652, 0.087, 0.0447
Si, 5.1969, 3.1859, 3.1482, -0.0847, -0.25, 0.308
Si, 5.6768, 7.0309, 3.3053, 0.0271, -0.0183, -0.2453
Si, 5.608, 11.1189, 3.3481, 0.2582, -0.3082, 0.291
Si, 9.3762, 3.3257, 3.5281, -0.1062, 0.1862, 0.2368
Si, 9.3941, 7.201, 3.1251, -0.0283, 0.0545, -0.058
Si, 9.2883, 10.8973, 3.3599, -0.0199, -0.0638, 0.3444
Si, -0.3173, 3.2051, 4.9645, -0.1217, -0.1117, -0.0326
Si, -0.1906, 7.0961, 4.5264, 0.0429, -0.0652, -0.0473
Si, -0.1924, 10.6459, 4.4439, -0.1005, 0.0583, -0.1172
Si, 3.5587, 3.0329, 4.8627, 0.0691, -0.0464, -0.0148
Si, 3.8043, 6.964, 4.8193, 0.1482, 0.1024, 0.1296
Si, 3.5311, 11.0049, 4.4778, 0.1801, -0.032, -0.1535
Si, 7.254, 3.3741, 4.6223, -0.0617, -0.1436, -0.1397
Si, 7.5652, 6.9478, 4.6349, -0.0447, 0.1789, 0.0198
Si, 7.4295, 11.0418, 4.8273, -0.2627, 0.0272, -0.1498
Si, -0.1968, 0.9924, 5.8535, 0.0026, 0.1049, 0.1052
Si, -0.2058, 5.2741, 6.0448, -0.1036, 0.0553, 0.0742
Si, -0.2785, 8.8983, 6.0068, -0.0906, 0.0407, -0.0687
Si, 3.6956, 1.1751, 6.262, -0.078, -0.0203, -0.0347
Si, 3.7144, 4.9978, 6.2646, -0.1904, 0.0497, -0.0784
Si, 3.623, 9.1041, 5.8451, -0.2675, -0.0423, -0.0019
Si, 7.3858, 1.481, 6.0812, 0.1619, 0.1141, -0.0561
Si, 7.3795, 5.1784, 6.2108, 0.2069, -0.0594, -0.1089
Si, 7.3543, 8.8971, 5.8978, -0.0761, -0.0567, -0.1413
Si, 1.6096, 1.0445, 7.3701, -0.1024, 0.1814, -0.1981
Si, 1.6681, 5.1175, 7.4848, -0.0671, 0.2164, -0.0257
Si, 1.7014, 8.935, 7.2536, -0.1317, 0.0232, -0.2203
Si, 5.6977, 1.445, 7.7413, 0.1103, -0.2864, -0.3839
Si, 5.562, 5.0947, 7.8508, -0.0807, 0.7517, 0.1545
Si, 5.4591, 9.1327, 7.2539, 0.1628, -0.0464, -0.3808
Si, 9.4378, 1.1732, 7.2028, -0.0551, -0.2142, 0.0139
Si, 9.4244, 5.1258, 7.4098, -0.0478, -0.0538, -0.2128
Si, 9.223, 8.9029, 7.2641, 0.0804, 0.1093, -0.1099
Si, 4.2796, 7.7185, 8.8251, 0.7998, -0.1657, 0.1245
Si, 1.9314, 7.1321, 8.7537, -0.2282, -0.0563, -0.1731
Si, 1.6176, -0.8478, 8.8148, 0.1478, 0.0586, 0.3949
Si, 6.1371, 3.2902, 9.304, -0.5561, -0.1396, 0.771
Si, 1.9233, 5.7903, 14.5835, 0.0646, -0.0004, 0.2032
Si, 6.4651, -0.6362, 8.5375, -0.115, -0.1557, 0.5502
Si, 10.0097, 3.0817, 8.3948, 0.2715, 0.053, 0.0222
Si, 9.4447, 7.0642, 8.729, -0.5494, -0.039, 0.3516
Si, 9.0259, -0.7203, 8.5995, -0.1201, -0.0794, -0.3739
Si, 1.6062, 3.345, 11.2669, -0.0093, -0.222, 0.3035
Si, -0.1836, 7.7938, 9.8672, 0.2582, -0.3765, 0.4775
Si, 0.9199, 3.0336, 8.4251, 0.2474, -0.3961, 0.4176
Si, 4.973, 6.2055, 13.9117, 0.0088, 0.1237, 0.2655
Si, 4.374, 4.0058, 11.9226, -0.1158, 0.2548, 0.4835
Si, 4.3627, 9.6669, 10.1748, -0.195, 0.2278, 0.7727
Si, 5.6106, 3.0837, 20.6484, 0.2427, 0.2131, -0.413
Si, 9.107, 7.4136, 11.5808, 0.1725, -0.128, 0.3034
Si, 11.0273, -1.3415, 9.9402, 0.0488, 0.0211, 0.1684
Si, 2.5344, 2.8698, 13.7832, -0.0928, -0.0826, 0.3109
Si, 7.4527, 2.1738, 14.8805, -0.0668, -0.0099, 0.1298
Si, -1.1571, 3.9173, 12.1531, 0.0525, -0.0261, 0.2494
Si, 10.1983, -1.4875, 12.1638, 0.195, -0.0213, 0.0979
Si, 11.6832, 8.0965, 14.1385, -0.0623, 0.0063, 0.1093
Si, 8.7869, 4.2039, 16.5498, 0.1486, -0.0073, 0.1929
Si, 1.9239, 1.466, 20.7469, -0.3683, 0.0093, -0.2435
Si, 8.4443, 3.0047, 10.1103, 0.7231, 0.1085, 0.4166
Si, 4.4641, 9.0978, 13.3085, 0.0158, -0.025, 0.0918
Si, -1.1222, 9.3103, 20.4276, 0.1323, 0.2555, -0.04
Si, 1.3168, 11.8696, 18.0043, -0.3446, -0.1836, 0.0234
Si, -2.0116, 6.0616, 14.1135, 0.0501, 0.0681, 0.3081
Si, 4.159, 5.0727, 18.6356, -0.2354, -0.0332, -0.3804
Si, 4.7837, 10.4458, 15.8623, 0.1614, 0.0455, 0.119
Si, 4.2217, 7.8499, 20.1563, -0.041, -0.0573, -0.3034
Si, -0.95, 4.6694, 19.0533, 0.0171, 0.0986, -0.1826
Si, -0.3858, 2.8154, 21.4153, -0.0107, 0.0276, -0.328
Si, -2.5027, 12.9355, 12.4217, 0.0943, -0.0132, 0.3005
Si, 1.4763, 8.7681, 19.0132, -0.0725, -0.1749, -0.3616
Si, 7.2823, -0.0804, 16.6547, -0.0052, -0.145, -0.2219
Si, 5.8649, -1.2113, 20.7572, 0.2189, -0.073, 0.1168
Si, 6.0228, 4.487, 16.1686, -0.061, 0.1682, 0.0845
Si, 2.3127, 9.5209, 15.1274, -0.1819, -0.1782, 0.0382
Si, 1.4167, 6.0856, 17.6802, -0.1325, -0.073, -0.1666
Si, 7.3651, 1.13, 19.192, 0.1254, 0.3096, -0.1865
Si, 9.7742, -0.0862, 18.2749, 0.0307, 0.0463, -0.2099
Si, 2.5382, 0.6844, 16.011, 0.235, 0.285, -0.6122
O, 7.3058, 3.3833, -0.0087, -0.0057, 0.2238, 0.1931
O, 0.0247, 3.0993, 22.9741, 0.0929, 0.0807, 0.1232
O, -0.1554, 7.8549, -0.5534, -0.0873, 0.148, -0.0229
O, 5.3867, 9.3636, 0.9432, -0.0172, -0.8728, 0.2285
O, 5.2945, 6.3863, 8.9215, -0.2243, -0.5347, -0.3613
O, 5.2468, 3.3162, 10.7539, 0.4911, 0.0331, -0.6643
O, 8.5549, 6.5576, 12.8803, 0.2635, 0.1643, -0.3513
O, 2.97, -1.0602, 9.7902, -0.0696, 0.0985, -0.3305
O, 3.5554, 9.387, 16.2202, 0.0103, 0.2591, -0.3541
O, 1.965, 11.1007, 14.9596, 0.2665, -0.128, 0.4252
O, 8.4239, 7.0828, 10.1245, 0.6029, 0.099, -0.2483
O, 5.7025, -0.948, 9.9729, -0.2167, -0.0521, -0.1171
O, -0.7869, 7.1666, 11.3476, -0.478, 0.2409, -0.2225
O, -0.3159, 12.0407, 17.8259, 0.0685, -0.0993, 0.2038
O, 1.6417, 7.6778, 17.8249, -0.0272, 0.118, 0.3584
O, 6.8049, -0.2283, 19.8693, -0.1533, 0.0218, -0.0621
O, 0.1267, 8.413, 19.8766, -0.0393, 0.2124, 0.0437
O, 2.1943, 6.6456, -1.2338, -0.1403, 0.0329, 0.2734
O, 2.8339, 0.2523, 21.3294, 0.3059, 0.2891, 0.1245
O, 2.5484, 5.1729, 18.4111, 0.2522, 0.1306, 0.0692
O, 8.9968, 5.4342, 15.504, 0.0649, -0.0956, -0.2028
O, 1.984, 12.8833, 19.1053, -0.0306, -0.1006, 0.5521
O, 4.0465, 8.4144, -0.9867, -0.235, -0.2194, -0.0724
O, 3.4869, 3.6089, -0.0397, 0.2523, 0.0471, 0.5284
O, -1.9826, 3.1107, 21.5188, 0.3042, 0.2638, -0.0987
O, 7.2152, 0.6006, 15.1956, 0.0643, 0.1539, 0.2832
O, 5.3417, 9.0174, 19.9269, -0.06, 0.0561, 0.2328
O, -2.09, 5.3249, 20.0237, 0.1769, -0.2703, 0.3057
O, 0.2196, 4.1792, 11.3343, -0.0572, -0.111, -0.0008
O, -1.6884, 4.0005, 17.7507, -0.0475, 0.0868, 0.0567
O, 6.1805, -1.2968, 16.6776, -0.0142, 0.3419, -0.1772
O, 6.0046, 5.6709, 15.0451, -0.1734, -0.1866, -0.0777
O, 3.4957, 6.1668, 14.5828, 0.0157, -0.1051, -0.2052
O, 1.7875, 4.2852, 14.0393, 0.1475, 0.0175, -0.205
O, 4.0752, 3.0553, 13.2419, -0.1946, 0.1358, -0.2636
O, 7.8369, 2.0791, 13.3044, 0.1841, -0.0928, 0.0191
O, 8.7905, 1.4309, 0.9874, 0.1601, -0.0152, -0.2206
O, 4.4262, 9.4488, 11.7658, -0.0038, 0.0275, 0.0295
O, 6.1549, 3.0903, 15.2976, 0.3022, 0.0344, 0.0304
O, -2.0139, 11.423, 12.7692, -0.1322, 0.0776, -0.1104
O, 1.6363, 2.5605, 9.863, -0.2894, 0.4213, -0.0359
O, 5.0948, 10.2664, 14.2626, -0.313, -0.1405, 0.1371
O, 8.9961, 1.0614, 19.1452, -0.2079, -0.26, -0.1208
O, 5.0616, 5.3526, 12.5256, -0.0979, -0.2186, -0.0867
O, 2.4416, 2.085, 15.1879, 0.055, -0.1704, -0.0807
O, 8.7222, 2.7977, 15.7168, -0.286, 0.0285, -0.0951
O, 6.809, 1.0983, 17.6681, 0.2325, -0.1891, 0.234
O, -0.8361, 2.2917, -0.8469, -0.0718, -0.1064, 0.2869
O, 1.0979, 6.8486, 13.6616, -0.0977, 0.08, 0.0999
O, 2.8962, 8.9415, 13.7311, 0.1994, 0.0825, 0.1515
O, -0.0299, 3.7234, 20.0394, -0.2194, -0.1822, 0.3855
O, 1.3529, 5.7676, 16.0994, 0.1009, 0.0899, -0.0471
O, 4.7529, 4.7033, 17.153, 0.0993, -0.0116, 0.2052
O, 9.0548, 4.1385, 11.2059, -0.1483, -0.4042, -0.1152
O, 8.8143, -0.508, 17.0074, -0.1949, 0.2429, 0.2551
O, 2.8875, 4.3634, 11.3212, 0.032, -0.1973, -0.0598
O, -1.1966, 2.352, 12.6173, -0.1757, 0.2023, -0.1932
O, 7.3158, 4.5534, 17.1584, -0.0082, -0.1774, -0.3381
O, 9.8618, -1.4423, 19.1392, 0.1111, 0.003, 0.2064
O, 11.3401, 9.3521, 13.1368, -0.3115, -0.1068, -0.0051
O, 4.1182, 7.454, 21.7268, -0.1914, -0.0878, -0.0771
O, 5.3177, 7.7431, 13.5618, -0.2079, 0.0372, -0.0517
O, 8.5144, 1.5148, 10.8737, -0.1159, 0.504, 0.0299
O, 1.4797, 10.2882, 18.4343, 0.0034, 0.02, 0.1416
O, 8.9426, 8.9986, 11.9701, 0.3217, -0.112, -0.0771
O, 2.7919, 8.5599, 19.9089, 0.0452, -0.0823, 0.0216
O, -1.236, 7.4028, 14.6082, 0.0897, -0.1768, -0.2948
O, 4.1505, 0.3739, 16.2374, -0.2814, -0.313, -0.1575
O, -1.1301, 4.8778, 13.4487, -0.1196, -0.0871, -0.2825
O, 4.5974, 6.5505, 19.2185, -0.1637, 0.1564, 0.3381
O, 6.9951, 0.9169, -1.0291, 0.2243, 0.188, 0.2169
O, 1.7281, 2.2547, 12.4961, 0.1911, 0.4803, -0.1557
O, 0.3189, 1.395, 21.0709, 0.2143, 0.1468, 0.0433
O, 0.922, 8.7538, 15.4233, 0.1649, 0.0191, -0.345
O, -1.9595, 11.35, -1.0792, -0.3627, -0.1948, 0.2126
O, 4.5748, 3.8491, 19.6306, 0.1434, -0.1039, 0.387
O, 6.8976, 2.5247, 19.8257, -0.1553, -0.1759, 0.1742
O, 0.0111, 5.771, 18.3912, 0.0567, -0.0839, 0.0825

Results
free energy: -47845.588 eV
free energy less fixed offsets of O -463.61, Si -117.95 eV per atom: -6.958 eV
pressure: -2.10 GPa
stress xx, yy, zz, yz, xz, xy (GPa, positive in tension): 2.76, 2.06, 1.49, -0.2, 0.06, -0.46
